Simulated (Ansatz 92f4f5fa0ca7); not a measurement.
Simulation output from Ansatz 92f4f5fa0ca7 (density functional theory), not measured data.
Periodic cell of 226 atoms, Si134O92, from a study of silicon, its oxide and their interface. The atomic structure is a simulated model.
Doubt: the cutoff is far below the 930 eV that the study's wrapper takes by default for these files, so forces and energies are approximate.
This geometry differs little from another in the collection (a relaxation step or a small displacement).

Settings: functional PBE; potential files Ansatz PAW; basis plane waves; wave-function cutoff 580 eV; density cutoff ratio 5; exchange-correlation grid ratio 1; k mesh 1 x 1 x 1, Gamma-centred; self-consistency stop 5e-08 eV per atom in the density residual; occupations fixed; spin none; net charge 0.

Cell vectors (angstrom)
a 10.938 0 0
b 0 10.938 0
c 0 0 32.3861

Atoms: element, x, y, z (angstrom)
Si 0.2556 -0.1546 24.7343
Si 5.1741 0.1903 25.1189
Si 3.1039 2.5447 24.802
Si 7.9682 3.0563 25.0395
Si -0.3732 5.6852 24.8976
Si 5.7953 5.3082 25.0005
Si 2.4722 8.504 24.8501
Si 8.4131 8.0012 24.9149
Si 1.3862 1.445 26.0868
Si 6.8305 1.3893 26.2669
Si 4.1404 4.1338 26.2127
Si 9.5229 4.1752 26.3575
Si 1.3247 6.8458 26.1137
Si 6.8745 6.8971 26.3179
Si 3.9623 9.5894 26.3495
Si 9.6177 9.6269 26.14
Si 2.6439 0.0797 27.628
Si 8.2237 -0.001 27.5709
Si 0.0082 2.7388 27.5654
Si 5.4601 2.7509 27.6264
Si 2.7117 5.4928 27.5403
Si 8.1759 5.5184 27.6956
Si -0.0051 8.2136 27.5626
Si 5.4287 8.2313 27.6157
Si 4.1018 1.3673 28.9678
Si 9.5708 1.3673 28.9678
Si 1.3673 4.1018 28.9678
Si 6.8362 4.1018 28.9678
Si 4.1018 6.8362 28.9678
Si 9.5708 6.8362 28.9678
Si 1.3673 9.5708 28.9678
Si 6.8362 9.5708 28.9678
Si 0 0 30.3351
Si 5.469 0 30.3351
Si 2.7345 2.7345 30.3351
Si 8.2035 2.7345 30.3351
Si 0 5.469 30.3351
Si 5.469 5.469 30.3351
Si 2.7345 8.2035 30.3351
Si 8.2035 8.2035 30.3351
Si 1.3673 1.3673 31.7023
Si 6.8362 1.3673 31.7023
Si 4.1018 4.1018 31.7023
Si 9.5708 4.1018 31.7023
Si 1.3673 6.8362 31.7023
Si 6.8362 6.8362 31.7023
Si 4.1018 9.5708 31.7023
Si 9.5708 9.5708 31.7023
Si 2.7345 0 0.6835
Si 8.2035 0 0.6835
Si 0 2.7345 0.6835
Si 5.469 2.7345 0.6835
Si 2.7345 5.469 0.6835
Si 8.2035 5.469 0.6835
Si 0 8.2035 0.6835
Si 5.469 8.2035 0.6835
Si 4.1018 1.3673 2.0507
Si 9.5708 1.3673 2.0507
Si 1.3673 4.1018 2.0507
Si 6.8362 4.1018 2.0507
Si 4.1018 6.8362 2.0507
Si 9.5708 6.8362 2.0507
Si 1.3673 9.5708 2.0507
Si 6.8362 9.5708 2.0507
Si 0 0 3.418
Si 5.469 0 3.418
Si 2.7345 2.7345 3.418
Si 8.2035 2.7345 3.418
Si 0 5.469 3.418
Si 5.469 5.469 3.418
Si 2.7345 8.2035 3.418
Si 8.2035 8.2035 3.418
Si 1.3343 1.4179 4.7454
Si 6.8599 1.3339 4.8508
Si 4.1508 4.0376 4.7625
Si 9.5814 4.0725 4.8474
Si 1.3975 6.7931 4.7448
Si 6.8808 6.7853 4.7916
Si 4.1453 9.5413 4.759
Si 9.5307 9.5882 4.7547
Si 2.7993 0.076 5.9714
Si 8.129 -0.1217 6.2737
Si -0.0473 2.6599 6.2613
Si 5.5115 2.7157 6.229
Si 2.7166 5.3535 6.0745
Si 8.2594 5.4493 6.2561
Si 0.0372 8.2191 5.9913
Si 5.4441 8.1044 6.131
Si 3.873 1.5315 7.4721
Si 9.8383 0.9039 7.526
Si 1.6421 3.7978 7.4753
Si 6.597 4.3532 7.5666
Si 4.2599 6.4937 7.3877
Si 9.5011 7.1247 7.4131
Si 1.2778 9.8006 7.1838
Si 7.0009 9.0907 7.5848
O 5.4359 5.4688 7.9224
O 0.1383 -0.1418 7.8299
O 2.751 2.6563 7.8996
O 8.3036 8.1364 7.9139
O -4.5098 9.7272 21.4511
O 6.8549 4.1459 24.4698
O 5.6993 10.1866 23.8875
O -0.0058 4.8708 23.5062
O 6.2525 9.1697 9.0476
O 1.2733 4.4929 8.9232
O 2.2247 9.2698 8.3992
O 7.1139 3.8172 9.0397
O 10.4355 6.7752 8.7237
O 4.3146 0.8044 8.8896
O 3.5011 6.9708 8.7642
O 9.26 1.1492 9.0471
O 4.1713 1.3306 24.4741
O 8.8445 2.5336 23.7538
O 9.4901 6.85 24.4339
O 3.2707 7.8856 23.5506
O 7.728 8.5281 23.5041
O 1.2673 4.0907 21.3504
O -2.28 8.9192 15.4015
O 9.9033 0.0426 19.0746
Si 11.4681 13.2321 12.435
Si 2.7825 8.2297 9.498
Si 5.4513 8.7652 20.5931
Si -1.7605 1.2492 22.8181
Si 7.1353 11.6823 16.028
Si 2.6511 3.9302 16.6599
Si 10.9786 9.788 18.819
Si 2.7852 4.0298 21.9431
Si 9.0293 7.5887 16.2621
Si 11.1491 4.101 14.9006
Si 4.1603 -4.145 22.7287
Si 10.9532 7.0817 10.2401
Si 5.509 -1.6673 10.4948
Si 6.7682 3.2865 10.5479
Si 3.0267 0.6589 13.0214
Si 0.6427 18.2561 20.2297
Si 13.4889 6.357 18.3128
Si 3.8803 14.8719 19.225
Si 11.3418 10.7432 16.1471
Si 9.3951 -2.7861 12.4929
Si 5.6832 -2.0064 15.7585
Si 2.7112 -1.5313 14.9119
Si 6.9085 -3.5135 18.1414
Si 9.0654 3.0563 20.2602
Si 6.3823 4.6314 13.2131
Si -3.9545 -1.0667 22.9565
Si 11.3984 15.1665 10.3058
Si 9.035 -0.7751 14.4013
Si 20.5753 1.2639 17.9932
Si 15.7755 -8.3885 14.8088
Si 2.7312 8.9978 19.5252
Si 8.236 4.7074 15.688
Si 11.475 7.1094 14.677
Si 6.5205 7.5789 13.0198
Si 4.6899 12.0006 10.4662
Si -0.0165 4.9441 21.8768
Si 9.3893 -8.9002 10.3975
Si 17.7767 -6.6525 18.4797
O 8.0005 0.1729 23.027
O -3.4569 4.0525 16.9876
O 9.1416 1.7652 21.272
O 15.0807 9.6031 20.0431
O 5.3069 6.1371 23.6753
O 1.8752 8.0109 14.8278
O 7.894 2.1993 10.995
O 1.0478 6.3001 18.9968
O 12.9184 -11.2885 15.8066
O 10.575 0.542 23.3399
O 3.6206 5.5594 19.2671
O 6.1957 8.6224 14.2294
O 3.9012 8.9745 10.4023
O 2.9586 -0.9342 13.4
O 6.7994 4.492 11.639
O 12.3127 9.6305 24.2859
O 13.7221 3.2887 18.1746
O 0.007 -4.4108 21.477
O -0.3822 8.4742 19.6856
O -0.005 -1.3968 17.1961
O -0.2894 -3.24 13.4105
O 11.0551 5.6509 11.0131
O 7.6062 14.4881 19.7229
O 13.5053 -5.3585 16.8667
O 5.3182 2.554 10.5833
O 12.5659 10.1581 19.1533
O -4.5655 8.3447 19.344
O -1.0904 8.0506 10.9403
O 6.0829 -2.7013 11.5972
O 5.3457 3.6448 18.5897
O 8.9694 -1.2407 12.8426
O 10.5939 18.1286 16.059
O 14.3517 11.8831 11.4669
O -0.1017 1.1901 16.8649
O 6.3064 10.3187 16.3697
O 2.0225 8.0838 20.7053
O 14.8868 3.4772 15.8012
O 20.7203 4.2221 15.7712
O 4.0824 -1.8538 15.6812
O 10.3477 1.4426 11.5853
O 4.927 -3.4389 21.4793
O 10.5706 10.5778 14.7284
O 8.1511 6.3288 15.7025
O 3.7216 3.376 20.7587
O 5.7222 10.8268 10.9534
O 6.7867 5.8972 18.6795
O 16.1913 3.5234 13.5713
O 1.4985 7.7458 10.3637
O 2.7713 3.1416 23.303
O 14.974 12.2566 14.1171
O 8.1085 -3.7209 12.8372
O 9.9897 3.4901 9.9372
O 12.4856 12.2367 13.1813
O 7.6054 15.2291 14.2461
O 13.9114 18.8857 18.2568
O 8.0335 11.4076 14.6818
O 9.6502 4.3194 21.0927
O 8.4824 7.7912 17.7935
O 5.7953 6.1536 13.3641
O 17.0234 1.9372 15.6729
O 10.7784 3.1858 13.609
O 11.7606 5.5342 14.3917
O 1.336 14.3573 15.8636
O 3.2048 5.5694 22.2592
O 12.223 3.2944 11.3659
O 8.154 1.1226 17.2759
O 9.822 2.6296 18.8654
O 16.9401 -3.2186 16.8063

Results
free energy: -137510.879 eV
free energy less fixed offsets of O -568.88, Si -635.61 eV per atom: -2.179 eV

Forces (eV/angstrom), in the order of the atoms: element, x, y, z
Si -0.0149 0.0128 0.0229
Si 0.0001 -0.0102 -0.0171
Si -0.0045 0.0172 0.0113
Si 0.0077 -0.0196 0.0166
Si 0.0147 -0.0027 0.0083
Si -0.0206 0.023 0.0266
Si 0.0133 -0.0174 0.0229
Si -0.021 0.0237 0.0104
Si -0.0001 -0.0004 -0.0026
Si 0.0106 0.0001 -0.001
Si -0.0013 0.0041 -0.0049
Si 0.005 -0.0127 -0.0041
Si 0.0031 -0.0018 -0.0008
Si -0.0062 -0.0037 -0.0091
Si 0.0059 -0.0072 -0.0062
Si -0.0029 0.0014 -0.0006
Si -0.0027 0.0077 0.006
Si 0.0017 -0.0046 0.0101
Si -0.0008 0 0.0109
Si -0.0074 0.0001 0.0145
Si -0.0023 0.0006 0.0068
Si -0.0006 0.0047 0.0157
Si -0.001 -0.0012 0.0001
Si -0.0023 0.004 0.01
Si -0.1533 0.1242 0.1566
Si 0.1513 -0.043 -0.2076
Si 0.0735 0.053 -0.3104
Si -0.1784 0.0084 0.4329
Si -0.1796 -0.1269 -0.118
Si 0.2499 0.3992 0.3304
Si -0.3257 0.0713 0.0409
Si 0.056 0.0951 -0.1407
Si -0.0267 -0.1347 0.0217
Si 0.0166 0.0322 -0.0324
Si 0.116 0.0085 0.0096
Si -0.0073 0.0443 -0.0272
Si 0.006 0.0581 -0.0257
Si -0.0146 -0.1078 0.0188
Si 0.0218 0.0239 -0.0501
Si 0.1015 -0.0086 0.0161
Si -0.0393 0.0118 -0.0328
Si -0.0131 -0.0234 -0.0148
Si -0.0474 0.0466 0.0053
Si 0.0165 0.0018 -0.0214
Si 0.0332 0.0053 -0.0253
Si -0.0329 0.0321 -0.0286
Si -0.016 -0.0489 -0.0236
Si -0.0678 0.0988 0.0029
Si 0.0564 0.0052 0.0123
Si 0.0181 -0.0395 0.0277
Si 0.0022 -0.0043 0.0227
Si 0.0301 -0.0041 0.0166
Si -0.0103 0.0014 0.0218
Si 0.0295 -0.0321 0.0115
Si 0.0038 -0.0355 0.0066
Si 0.0166 0.0021 0.0292
Si -0.095 -0.0353 0.0279
Si 0.0312 -0.0048 -0.0251
Si 0.0525 0.0383 -0.0327
Si -0.0847 0.0243 0.0204
Si -0.0097 0.0434 -0.0069
Si -0.0555 0.0081 0.0313
Si -0.0422 -0.0242 0.0394
Si -0.0071 0.0235 -0.0114
Si -0.2186 0.1913 -0.1712
Si 0.3077 0.0212 0.0601
Si -0.0056 0.1092 -0.3795
Si 0.0623 -0.139 0.4144
Si -0.1372 -0.3339 0.0569
Si 0.2029 -0.1625 -0.0606
Si 0.1808 -0.0989 -0.1522
Si -0.1102 -0.1379 -0.1806
Si 0.005 0.0037 -0.0145
Si 0.004 -0.0049 -0.007
Si -0.0068 -0.0016 -0.0108
Si 0.0033 0.0009 -0.0093
Si 0.0059 -0.0076 -0.0066
Si 0.0038 -0.0013 -0.0033
Si 0.0056 -0.0046 -0.0074
Si -0.0014 0.0013 -0.011
Si 0.0023 -0.0068 0.0061
Si -0.0063 0.0064 0.0005
Si -0.0017 0.0059 -0.0041
Si 0.0073 -0.0042 -0.0002
Si -0.0055 0.0096 0.0025
Si -0.0014 -0.0017 0.0002
Si 0.0041 -0.0056 0.0052
Si -0.0047 0.0088 0.0044
Si 0.0024 -0.0197 0.0038
Si -0.0054 0.004 0.0186
Si -0.0088 0.0187 0.0017
Si 0.0168 -0.008 0.0049
Si -0.0197 0.0155 -0.0113
Si 0.0082 -0.0011 -0.0022
Si 0.0164 -0.0067 0.003
Si -0.0124 -0.0038 -0.0092
O -0.0004 -0.0004 0.0089
O -0.0015 0.0011 0.0052
O -0.0004 0.0002 0.0059
O 0.0001 0.0019 0.0066
O -0.0018 -0.0027 0.0104
O 0.0054 -0.004 -0.0145
O 0.0049 0.0078 0.01
O -0.0001 -0.0021 -0.0057
O -0.0011 -0.0004 0.0057
O -0.0017 0.0009 0.006
O 0.0008 -0.0065 0.0055
O -0.0027 -0.003 0.0053
O 0.0017 0.0019 0.0076
O 0.0036 0.0019 0.0035
O -0.0039 0.0074 0.0099
O 0.0011 -0.0021 -0.0073
O 0.0104 -0.016 -0.0025
O 0.0009 0.0042 -0.0049
O 0.0087 -0.0057 -0.0056
O 0.002 -0.0007 -0.0074
O -0.0026 0.0049 -0.0011
O -0.0017 0.0006 0.0026
O 0 0.0009 -0.0009
O -0.0006 0.0008 0.006
Si -0.0007 -0.0001 0.001
Si -0.0016 0.0033 -0.0122
Si 0.0058 -0.0049 0.0054
Si 0.0022 -0.0036 0.004
Si -0.0039 0.0007 0.0034
Si 0.0016 -0.0022 -0.0006
Si -0.0003 -0.0008 -0.0068
Si 0.0016 0.0007 0.0039
Si -0.0007 -0.0022 0.0006
Si 0.0005 -0.0016 0.0054
Si 0.0007 -0.0024 0.0055
Si 0.0073 0.0004 -0.0127
Si -0.0046 0.0011 -0.0054
Si 0.0038 0.0004 -0.0083
Si 0.0024 0.0003 0.0026
Si 0.0015 0.0015 -0.0004
Si 0.0021 -0.0015 -0.0005
Si 0.0023 -0.002 -0.0014
Si 0.0013 0 0.0015
Si 0.0015 0.002 0.0037
Si -0.0018 0.0023 0.0046
Si 0.0008 -0.0017 0.0063
Si 0.001 -0.0002 -0.0022
Si -0.0003 -0.0038 -0.0005
Si 0.0008 -0.0035 0.0021
Si -0.0123 -0.0061 0.0039
Si -0.0018 0.0035 -0.0104
Si 0.0006 0.0003 0.0043
Si -0.0016 -0.0008 -0.0035
Si 0.0011 -0.0018 0.0052
Si 0.0028 -0.0028 -0.0018
Si 0.0018 -0.0008 0.0029
Si 0.0008 -0.0009 0.0054
Si -0.0017 0.0014 0.0004
Si -0.0013 -0.0031 -0.008
Si 0.0037 -0.0024 0.0052
Si -0.0023 0.002 -0.0114
Si -0.0026 -0.0023 -0.0054
O -0.003 -0.0011 0.006
O 0.0007 0.0012 0.0015
O 0.0007 0.0079 -0.0067
O -0.0056 0.0019 0.0025
O 0.0011 0.0012 -0.0061
O 0.0002 0.0012 0.0005
O -0.0029 0.0012 0.0023
O -0.0002 -0.0021 0.0023
O 0.0008 -0.0007 -0.0008
O 0.003 -0.0009 -0.0037
O 0 0.002 0.0033
O 0.0012 -0.0006 0.0036
O 0.0036 -0.0004 0.002
O -0.0002 -0.0012 0.0013
O 0.0001 0.0021 0.0029
O 0.0032 -0.0057 -0.0126
O -0.0008 0 0.003
O -0.0013 0.0003 0.0038
O -0.0008 -0.0001 0.0046
O 0.0017 0.0002 0.0031
O 0.0001 -0.0018 0.0016
O 0.0003 -0.0014 0.005
O 0 -0.0005 0.006
O 0.0004 0.0013 0.0031
O 0.0033 -0.0026 0.0028
O 0.0005 0.0011 0.0055
O 0.0003 -0.0017 0.0018
O -0.0023 -0.0004 0.0053
O 0.0022 -0.0023 0.0049
O 0.0007 0.0006 0.0034
O -0.0006 -0.0003 -0.0001
O 0.0013 -0.0004 -0.0017
O -0.0002 -0.0005 0.0034
O -0.0002 0.001 0.0035
O 0.0013 -0.0023 -0.0009
O 0.0017 -0.0006 0.0061
O -0.0004 -0.0004 0.0028
O 0.0001 -0.0012 -0.0011
O -0.0001 0.0002 -0.0018
O 0.0019 -0.0016 0.0051
O 0.0034 0.0091 -0.0049
O 0.0018 -0.0009 0
O -0.0006 -0.0019 0.0011
O 0.001 -0.0016 0.0032
O -0.0004 0.0027 0.0033
O -0.0005 0.0011 0.0041
O -0.0002 0.0004 0.0002
O -0.0029 -0.0018 0.0025
O 0.0002 -0.0006 -0.0016
O -0.0001 0.0004 -0.0003
O 0.001 -0.0002 -0.0002
O 0.0012 -0.0026 0.0074
O 0.0007 -0.0006 0.0004
O 0.001 -0.0005 0.0027
O -0.0003 0.001 0.0022
O 0.0019 -0.0009 0.0005
O 0.0004 0.0004 0.0035
O -0.0007 0.0008 0.0044
O -0.001 -0.0004 0
O 0.0011 -0.0006 0.0004
O 0.0009 0.0003 0.0012
O 0.0003 -0.0003 0.0009
O -0.0002 0.0006 -0.0006
O -0.0026 -0.0033 0.0008
O 0.0025 -0.0018 0.0041
O 0.0027 -0.0006 0.0034
O 0.0015 -0.001 0.0024
O 0.0019 -0.0002 0.0032

The program warned: the cutoff lies below the one the program advises for these potential files; the exchange-correlation potential is rough where the density is thin.
